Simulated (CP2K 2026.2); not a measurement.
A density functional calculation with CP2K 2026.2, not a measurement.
Periodic cell of 504 atoms, Si360O144, from a study of silicon, its oxide and their interface. The atomic structure is a simulated model.
Doubt: the forces sum to 2.02 eV/angstrom along one axis rather than to zero, so they err by at least 0.0040 eV/angstrom per atom on average; the grid cutoff is modest.

Settings
functional: PBE
method: Gaussian and plane waves
basis set: DZVP-MOLOPT-SR-GTH
pseudopotentials: GTH-PBE
grid cutoff: 350 Ry, relative cutoff 50 Ry
k points: Gamma only
occupations: fixed
spin: none
net charge: 0

Cell vectors (angstrom)
a 16.32 0 0
b 0 16.32 0
c 2.8282 -5.4056 34.1186

Atoms and the computed forces on them: element, x, y, z (angstrom), force x, y, z (eV/angstrom)
Si 4.35 9.345 33.906 -0.152 0.248 0.724
Si 3.858 1.621 0.055 0.152 -0.086 0.725
Si 1.634 3.779 0.185 0.021 0.145 0.74
Si 4.437 6.57 0.013 -0.172 0.014 0.748
Si 3.945 4.32 34.103 0.121 -0.234 0.762
Si 6.553 7.012 33.723 0.403 -0.293 0.683
Si 6.992 14.633 0.007 -0.141 0.19 0.664
Si 9.808 0.901 0.047 -0.204 0.277 0.792
Si 9.551 -0.983 33.909 0.146 -0.279 0.683
Si 9.269 7.088 0.326 0.064 0.006 0.754
Si 7.089 9.27 0.169 -0.073 0.119 0.672
Si 9.322 12.586 0.293 -0.041 -0.099 0.74
Si 12.073 15.103 0.318 0.074 -0.042 0.714
Si 14.723 1.676 0.28 0.077 -0.114 0.751
Si 12.431 3.828 0.164 -0.201 0.169 0.785
Si 14.659 7.047 0.113 0.134 -0.117 0.792
Si 12.444 9.254 0.069 -0.08 0.238 0.749
Si 18.106 6.596 34.084 -0.252 0.091 0.794
Si 2.652 -0.011 1.227 0.021 -0.029 -0.021
Si 5.537 2.811 1.189 -0.004 0.027 -0.044
Si 2.828 5.432 1.332 0.005 -0.002 -0.045
Si 5.496 8.115 1.42 0 -0.014 -0.052
Si 2.732 10.9 1.185 -0.017 0.007 -0.044
Si 5.359 13.442 1.145 -0.072 -0.028 -0.033
Si 8.134 -0.088 1.351 0.001 -0.006 -0.065
Si 10.823 2.625 1.352 0.003 -0.005 -0.064
Si 8.087 5.45 1.443 -0.007 -0.011 -0.059
Si 10.903 8.223 1.504 0.027 0 -0.038
Si 8.174 10.902 1.443 0.013 -0.004 -0.035
Si 10.837 13.675 1.657 0.001 -0.011 -0.041
Si 13.616 0.031 1.514 -0.018 0.013 -0.063
Si 16.362 2.73 1.539 0.008 0.02 -0.032
Si 13.557 5.453 1.432 -0.001 0.006 -0.035
Si 16.294 8.18 1.347 -0.02 0.017 -0.038
Si 13.624 10.897 1.281 0.008 -0.001 -0.045
Si 16.368 13.618 1.266 0.001 -0.022 -0.049
Si 1.367 1.263 2.76 0.02 0.001 0.024
Si 4.177 4.078 2.698 0.021 -0.006 0.026
Si 1.391 6.801 2.643 -0.014 -0.013 0.004
Si 4.066 9.542 2.62 -0.003 -0.003 0.002
Si 1.416 12.26 2.64 -0.017 -0.015 0.03
Si 4.074 14.923 2.542 0.017 0.003 0.005
Si 6.806 1.39 2.607 -0.019 -0.017 0.012
Si 9.49 4.039 2.697 0.036 0.014 0.001
Si 6.778 6.78 2.849 0.013 0.009 0.04
Si 9.557 9.597 2.823 0.002 0.003 0.035
Si 6.693 12.208 2.692 0 0.021 0.02
Si 9.437 15.016 2.903 -0.018 0.029 0.038
Si 12.201 1.372 2.82 -0.025 0.011 0.047
Si 14.983 4.151 2.795 -0.026 0 0.027
Si 12.208 6.785 2.812 0.003 0.002 0.025
Si 14.954 9.55 2.724 -0.001 0.01 0.027
Si 12.279 12.207 2.746 0.002 -0.022 0.013
Si 15.017 14.928 2.715 -0.001 -0.005 0.008
Si 16.333 -0.053 4.124 0.006 -0.005 0.011
Si 2.77 2.69 4.028 -0.003 0.009 -0.026
Si 16.372 5.492 4.094 -0.007 0.004 0.009
Si 2.717 8.182 4.013 0.001 0.013 -0.005
Si 16.351 10.913 4.038 0 0.018 -0.007
Si 2.754 13.613 4.017 0.001 -0.011 -0.028
Si 5.425 -0.008 3.946 0 -0.021 -0.011
Si 8.139 2.697 4.064 -0.011 0.015 -0.02
Si 5.423 5.423 4.163 -0.017 0.003 -0.005
Si 8.184 8.173 4.122 -0.008 -0.019 -0.012
Si 5.395 10.851 4.071 0.015 -0.01 0.002
Si 8.059 13.572 4.104 0.015 -0.022 -0.001
Si 10.851 0.036 4.196 -0.002 0.011 -0.002
Si 13.601 2.752 4.115 0.001 -0.012 -0.011
Si 10.84 5.399 4.103 0.001 -0.003 0.012
Si 13.609 8.173 4.103 -0.002 0.011 -0.027
Si 10.924 10.909 4.163 -0.001 -0.004 0.014
Si 13.637 13.586 4.076 -0.006 0.006 0.011
Si 1.353 -1.38 16.281 -0.001 -0.005 -0.016
Si 4.085 1.353 16.319 -0.005 0.004 -0.011
Si 1.357 4.084 16.337 -0.001 0.005 -0.015
Si 4.065 6.797 16.294 0 0.002 -0.009
Si 1.362 9.545 16.319 0.004 0.002 0.002
Si 4.062 12.223 16.33 -0.008 -0.005 -0.006
Si 6.813 -1.345 16.346 -0.001 0.005 -0.002
Si 9.528 1.342 16.361 -0.007 0.004 0.003
Si 6.827 4.057 16.268 0.007 0.011 -0.016
Si 9.513 6.782 16.289 -0.002 -0.014 -0.02
Si 6.789 9.519 16.311 -0.004 -0.009 -0.004
Si 9.514 12.259 16.315 0.008 0 -0.006
Si 12.241 -1.343 16.348 0.004 -0.006 -0.012
Si 14.949 1.361 16.335 0.012 -0.002 0.008
Si 12.244 4.075 16.323 -0.004 0.001 -0.007
Si 14.954 6.791 16.343 0.009 -0.01 -0.005
Si 12.247 9.523 16.297 -0.003 0.001 -0.012
Si 14.97 12.278 16.304 -0.006 0.003 -0.015
Si 2.682 -0.014 17.629 0.003 -0.01 0.01
Si 5.51 2.69 17.638 -0.017 0.001 -0.017
Si 2.756 5.422 17.681 -0.014 -0.005 0.014
Si 5.389 8.176 17.651 0.003 -0.006 -0.003
Si 2.698 10.887 17.733 0.001 0.005 0.013
Si 5.419 -2.712 17.654 0.001 0.003 0.012
Si 8.181 -0.019 17.761 0.015 -0.008 0.006
Si 10.919 2.701 17.696 0.011 0.015 0.015
Si 8.142 5.426 17.64 0.006 -0.008 0.009
Si 10.909 8.112 17.625 0 -0.01 -0.011
Si 8.171 10.873 17.65 0.006 0.018 0.021
Si 10.833 -2.673 17.693 -0.004 0.006 -0.006
Si 13.619 -0.007 17.722 -0.009 -0.002 0.022
Si 16.288 2.744 17.691 0.002 0.005 0.009
Si 13.574 5.436 17.712 -0.003 0.005 -0.003
Si 16.333 8.174 17.659 -0.019 -0.01 0.019
Si 13.576 10.942 17.625 0.006 0.001 0.004
Si 16.354 -2.721 17.69 -0.008 0.007 0.005
Si 17.671 1.364 18.987 0.003 0.006 -0.027
Si 4.191 4.047 18.986 0.012 0.033 -0.023
Si 17.704 6.799 19.012 0.019 0.029 -0.012
Si 4.055 9.507 19.08 -0.016 -0.007 -0.016
Si 17.676 12.264 19.124 -0.002 -0.001 -0.014
Si 4.019 -1.365 18.997 -0.007 -0.023 -0.028
Si 6.806 1.356 19.088 0.005 0.001 0.004
Si 9.545 4.101 18.989 0.007 0.004 -0.032
Si 6.724 6.777 18.956 -0.005 -0.023 -0.026
Si 9.555 9.46 18.942 -0.019 0.011 -0.029
Si 6.802 12.252 18.981 -0.018 0.004 -0.027
Si 9.525 -1.37 19.182 0.009 0 -0.015
Si 12.247 1.323 19.107 -0.011 0.013 -0.028
Si 14.896 4.06 19.083 0.002 -0.021 -0.003
Si 12.23 6.812 19.084 -0.002 -0.002 -0.002
Si 14.948 9.592 18.941 0.029 -0.005 -0.04
Si 12.205 12.294 18.997 0.003 -0.004 -0.014
Si 15.037 -1.35 19.061 0.004 0.003 -0.016
Si 16.357 0.072 20.444 -0.021 -0.012 0.031
Si 2.855 2.626 20.256 0.016 -0.057 0.043
Si 16.293 5.45 20.336 -0.042 0.003 0.031
Si 2.726 8.13 20.469 -0.027 -0.009 0.054
Si 16.268 10.876 20.407 -0.005 -0.018 0.062
Si 2.707 -2.665 20.486 0.007 0.028 0.052
Si 5.373 -0.03 20.361 -0.015 0.005 0.045
Si 8.229 2.737 20.372 0.017 0.01 0.048
Si 5.469 5.422 20.423 -0.006 0 0.043
Si 8.117 8.124 20.225 0.009 0 0.042
Si 5.436 10.919 20.344 -0.014 0.003 0.055
Si 8.105 -2.773 20.463 -0.002 0.016 0.061
Si 10.911 -0.008 20.567 0.008 -0.007 0.057
Si 13.583 2.681 20.513 0.013 0.011 0.04
Si 10.837 5.458 20.439 -0.005 -0.021 0.049
Si 13.594 8.291 20.323 -0.011 0.006 0.058
Si 10.885 10.837 20.294 0.034 0.005 0.028
Si 13.613 -2.7 20.349 -0.009 -0.007 0.052
Si 17.922 -1.011 21.804 -0.047 -0.21 -0.7
Si 3.906 1.125 21.793 0.112 0.202 -0.709
Si 17.919 4.156 21.399 -0.229 -0.057 -0.668
Si 3.788 6.431 21.746 0.313 0.387 -0.692
Si 17.41 9.278 21.701 0.142 0.148 -0.8
Si 4.321 12.461 21.717 -0.179 -0.068 -0.771
Si 6.452 -1.603 21.691 0.233 0.018 -0.725
Si 9.712 1.612 21.814 -0.089 -0.21 -0.731
Si 7.137 4.325 21.681 -0.198 -0.041 -0.746
Si 9.204 6.656 21.664 0.222 0.011 -0.712
Si 6.971 9.65 21.549 -0.12 -0.069 -0.679
Si 9.236 11.815 21.594 0.006 0.182 -0.716
Si 12.615 -1.135 21.781 -0.177 0.013 -0.722
Si 14.808 1.146 21.879 0.103 0.247 -0.677
Si 11.92 3.82 21.74 0.14 0.089 -0.791
Si 15.179 7.136 21.555 0.035 -0.132 -0.721
Si 12.446 9.827 21.729 -0.068 -0.191 -0.753
Si 14.674 12.038 21.701 0.19 0.049 -0.718
Si 8.808 9.113 25.991 -0.041 -0.024 -0.056
Si 11.813 6.639 30.591 0.049 -0.009 -0.001
Si 15.693 10.214 30.453 -0.035 0.02 -0.082
Si 13.021 -0.138 26.734 -0.093 -0.034 -0.038
Si 11.177 -1.417 31.091 -0.113 0.086 0.299
Si 15.041 4.307 28.681 0.005 -0.115 -0.001
Si 2.403 11.186 23.815 -0.019 0.02 -0.187
Si 9.611 4.87 31.452 -0.008 -0.012 0.032
Si 16.514 6.668 27.919 0.074 0.063 -0.11
Si 5.888 2.165 26.874 -0.009 0.05 -0.036
Si 11.268 -4.307 31.299 0.124 -0.193 0.097
Si 17.647 4.578 25.899 0.083 -0.082 -0.032
Si 12.145 -2.081 24.727 0.059 0.075 -0.045
Si 7.253 8.268 28.303 0.033 0.042 0.121
Si 14.03 5.799 32.208 0.012 -0.087 0.183
Si 10.437 0.18 28.592 0.111 -0.095 -0.092
Si 3.843 5.545 24.535 0.061 0.145 -0.145
Si 3.082 0.235 32.217 0.021 0.061 0.226
Si 10.82 8.186 23.886 -0.121 0.128 -0.105
Si 14.148 2.007 30.165 -0.031 0.089 -0.029
Si 4.955 7.536 26.489 0.044 0.058 -0.181
Si 5.458 2.919 23.916 -0.034 -0.063 -0.031
Si 7.403 11.673 25.442 0.171 -0.106 -0.047
Si 7.795 -0.323 26.921 -0.137 0.046 -0.057
Si 5.346 2.445 32.027 -0.027 0.096 0.11
Si 14.58 -2.626 26.251 -0.009 0.045 -0.103
Si 16.203 3.13 23.645 -0.009 -0.143 0.057
Si 6.339 9.163 24.385 -0.021 -0.043 -0.074
Si 16.493 -2.845 23.864 -0.093 -0.011 -0.111
Si 16.258 7.925 32.111 0.001 0.03 0.111
Si 18.458 11.179 26.684 0.058 -0.015 0.031
Si 15.162 1.587 27.439 0.071 0.117 0.005
Si 12.761 9.508 30.175 0.022 0.021 -0.082
Si 11.158 2.831 29.67 0.06 0.034 0.043
Si 17.704 -4.194 31.499 0.104 -0.016 -0.007
Si 3.61 10.147 30.882 0.031 -0.039 0.177
Si 5.454 3.812 29.317 -0.021 0.029 -0.065
Si 15.518 11.072 27.376 -0.009 -0.001 0.109
Si 9.565 -2.965 24.08 -0.065 -0.075 -0.018
Si 2.691 8.631 28.444 -0.07 0.012 -0.043
Si 8.295 -0.331 23.743 0.036 0.078 -0.012
Si 13.666 0.05 32.197 -0.027 -0.097 0.107
Si 8.437 11.04 31.97 -0.023 -0.091 0.187
Si 7.03 6.135 30.579 -0.117 0.059 0.164
Si 12.093 5.198 28.063 0.059 -0.009 0.087
Si 3.171 -2.27 27.633 -0.089 0.095 -0.092
Si 6.21 -2.944 27.665 0.033 0.025 0.131
Si 3.11 2.715 27.834 0.059 -0.011 -0.002
Si 18.139 -1.548 30.088 -0.098 -0.104 0.068
Si 13.996 8.616 27.4 0.064 -0.029 0.055
Si 6.419 10.925 29.611 0.071 0.055 -0.086
Si 12.578 6.514 25.611 0.093 0.052 -0.037
Si 13.933 5.235 23.547 -0.009 -0.046 -0.042
Si 17.733 0.147 27.858 0.094 0.025 -0.047
Si 1.397 14.926 5.443 0.002 -0.005 0.009
Si 4.104 1.329 5.393 0.001 -0.005 -0.001
Si 1.399 4.068 5.398 0.014 -0.005 0
Si 4.047 6.823 5.435 0.004 -0.003 0.009
Si 1.367 9.532 5.403 -0.011 -0.003 0
Si 4.067 12.245 5.419 -0.009 0.006 0
Si 6.739 14.981 5.417 -0.001 0.018 -0.006
Si 9.485 1.396 5.499 0.013 0.009 0.014
Si 6.806 4.055 5.463 0.011 -0.001 0.011
Si 9.516 6.785 5.469 0.009 0.007 0.007
Si 6.785 9.521 5.443 -0.003 -0.005 0.004
Si 9.496 12.259 5.452 -0.008 0.002 0.007
Si 12.255 14.947 5.446 -0.003 -0.009 0.01
Si 14.964 1.351 5.437 -0.012 -0.002 0.008
Si 12.232 4.088 5.474 -0.004 0.002 0.011
Si 14.99 6.83 5.452 -0.006 -0.001 0.003
Si 12.259 9.514 5.487 0.007 -0.01 0.007
Si 14.995 12.242 5.44 -0.002 -0.014 0
Si 2.739 -0.004 6.784 0.001 -0.01 0.002
Si 5.439 2.686 6.794 0.011 -0.003 0
Si 2.714 5.438 6.793 -0.011 0.015 -0.006
Si 5.428 8.16 6.8 0.001 0.001 0
Si 2.715 10.885 6.784 0 0.007 0.004
Si 5.414 13.609 6.793 0.002 0 -0.001
Si 8.122 -0.005 6.801 -0.001 0.005 -0.001
Si 10.872 2.739 6.84 -0.012 0.005 0.007
Si 8.154 5.43 6.823 0.001 -0.004 0.003
Si 10.887 8.146 6.821 0.007 -0.007 0.005
Si 8.152 10.879 6.805 0.004 -0.01 -0.006
Si 10.874 13.607 6.805 -0.009 0.001 -0.001
Si 13.607 -0.004 6.805 -0.003 0.007 0
Si 16.342 2.721 6.772 0.002 0 -0.002
Si 13.614 5.459 6.8 -0.002 0.003 0.001
Si 16.34 8.187 6.804 -0.006 0.001 0.003
Si 13.627 10.888 6.812 -0.004 -0.004 0.005
Si 16.343 13.591 6.811 0.007 0.002 0.005
Si 1.372 1.36 8.142 0.005 0.002 -0.004
Si 4.083 4.071 8.143 0 -0.005 -0.006
Si 1.36 6.8 8.156 -0.002 -0.007 -0.002
Si 4.075 9.528 8.153 0.001 -0.002 -0.01
Si 1.367 12.23 8.171 -0.015 -0.009 0.003
Si 4.072 14.96 8.169 0 -0.001 0.001
Si 6.788 1.35 8.179 -0.004 0 0
Si 9.518 4.092 8.196 0.012 0.013 0.003
Si 6.787 6.798 8.164 -0.002 -0.009 -0.002
Si 9.516 9.516 8.163 -0.013 -0.01 -0.001
Si 6.792 12.251 8.149 0.014 0.012 -0.004
Si 9.508 14.967 8.154 0.011 0.005 0.001
Si 12.242 1.356 8.164 -0.009 -0.003 -0.001
Si 14.976 4.08 8.139 -0.008 -0.001 -0.006
Si 12.254 6.801 8.177 -0.001 0.009 0.004
Si 14.975 9.529 8.176 0.005 0.008 0.004
Si 12.24 12.241 8.158 -0.001 -0.002 -0.005
Si 14.975 14.96 8.16 -0.001 -0.006 -0.005
Si 16.332 0.006 9.514 -0.005 0.004 0.003
Si 2.723 2.719 9.514 -0.003 0.007 -0.006
Si 16.319 5.441 9.515 -0.005 0.008 0
Si 2.722 8.158 9.513 0 0.002 -0.004
Si 16.327 10.883 9.537 0.001 0.002 -0.001
Si 2.717 13.601 9.527 -0.004 -0.002 -0.004
Si 5.433 -0.007 9.536 0.006 -0.004 -0.002
Si 8.153 2.716 9.53 0.005 -0.004 -0.001
Si 5.433 5.43 9.518 0.008 -0.002 0
Si 8.155 8.158 9.523 0.006 -0.004 0
Si 5.437 10.888 9.512 -0.007 -0.002 -0.007
Si 8.157 13.6 9.515 0.004 0 -0.006
Si 10.873 0 9.515 -0.011 0.001 0.002
Si 13.613 2.724 9.506 0.004 0.002 -0.006
Si 10.889 5.448 9.54 0.001 -0.003 -0.001
Si 13.608 8.168 9.53 0 -0.006 -0.003
Si 10.88 10.879 9.52 0.006 -0.006 0
Si 13.601 13.604 9.516 -0.003 0.001 -0.001
Si 1.36 -1.354 10.884 0.001 -0.012 0.001
Si 4.074 1.359 10.888 0.005 -0.002 0.001
Si 1.362 4.081 10.874 -0.001 -0.003 -0.002
Si 4.076 6.796 10.876 -0.006 -0.002 -0.006
Si 1.366 9.513 10.88 -0.006 -0.003 -0.003
Si 4.081 12.242 10.879 0.001 0.006 -0.001
Si 6.803 -1.365 10.883 0.005 -0.001 0.003
Si 9.52 1.356 10.88 0.01 0.005 0.003
Si 6.793 4.077 10.884 -0.001 0.005 -0.002
Si 9.521 6.806 10.889 0.004 -0.001 0.005
Si 6.795 9.527 10.875 0.005 -0.002 -0.005
Si 9.518 12.242 10.878 -0.005 0.006 -0.001
Si 12.236 -1.358 10.874 -0.002 0.006 -0.003
Si 14.967 1.366 10.873 -0.006 0.003 -0.004
Si 12.256 4.077 10.877 -0.005 -0.001 0.001
Si 14.962 6.798 10.882 -0.008 0.002 0.003
Si 12.24 9.525 10.886 0.004 -0.005 0.001
Si 14.958 12.246 10.883 0.005 -0.01 0.001
Si 2.721 -0.002 12.253 -0.005 0.006 0.004
Si 5.437 2.718 12.247 0.003 0.002 0.002
Si 2.714 5.442 12.242 0.001 0.003 0.005
Si 5.439 8.159 12.23 0.001 -0.001 0.001
Si 2.722 10.877 12.233 -0.003 -0.006 0
Si 5.441 13.598 12.239 0.004 -0.003 -0.001
Si 8.165 -0.006 12.24 -0.001 -0.001 -0.001
Si 10.892 2.713 12.226 0 0.002 0
Si 8.162 5.433 12.239 0.002 -0.008 0.004
Si 10.88 8.166 12.25 -0.005 0.003 0.002
Si 8.153 10.886 12.24 0.002 -0.005 0
Si 10.879 13.602 12.24 0.007 -0.004 0.005
Si 13.594 0.011 12.227 0.002 -0.003 0.004
Si 16.326 2.721 12.24 -0.002 0.006 0.001
Si 13.606 5.438 12.245 0.004 0 0
Si 16.32 8.16 12.238 0.01 -0.004 0
Si 13.601 10.885 12.246 -0.008 0.006 0.001
Si 16.313 13.61 12.24 -0.012 0.006 0.004
Si 1.358 1.36 13.609 0.002 -0.004 0.006
Si 4.071 4.079 13.601 -0.005 0.008 0.002
Si 1.35 6.803 13.603 -0.017 0.009 -0.001
Si 4.08 9.517 13.592 0 -0.001 0.003
Si 1.357 12.239 13.582 0.009 -0.004 -0.001
Si 4.089 -1.366 13.606 0.012 -0.01 0.004
Si 6.805 1.352 13.596 0.003 0 0.006
Si 9.532 4.063 13.583 0.012 -0.003 -0.004
Si 6.799 6.798 13.588 0.007 -0.003 0.003
Si 9.513 9.53 13.601 -0.002 0.007 0.004
Si 6.793 12.244 13.606 -0.008 0.008 -0.001
Si 9.526 -1.357 13.608 -0.005 0.004 0.007
Si 12.24 1.363 13.603 -0.007 0.009 -0.002
Si 14.969 4.079 13.605 0.004 -0.002 0.001
Si 12.242 6.796 13.603 -0.003 -0.01 0.006
Si 14.965 9.521 13.6 0.003 -0.007 -0.001
Si 12.242 12.248 13.603 0.011 -0.009 0.011
Si 14.947 -1.344 13.591 -0.012 0.006 0.002
Si 16.303 0.003 14.96 -0.009 -0.008 -0.007
Si 2.716 2.72 14.972 -0.002 0.002 0.001
Si 16.319 5.442 14.972 0.005 -0.001 0.002
Si 2.71 8.171 14.951 0.002 -0.006 -0.003
Si 16.319 10.894 14.954 -0.003 0.005 0
Si 2.722 13.581 14.945 -0.007 0 -0.006
Si 5.451 -0.001 14.965 0.005 0.001 0.002
Si 8.192 2.69 14.948 0 0.004 -0.008
Si 5.442 5.437 14.948 -0.003 -0.004 -0.002
Si 8.152 8.16 14.95 0.008 0.003 0.003
Si 5.429 10.878 14.957 0.005 -0.003 0.005
Si 8.151 13.612 14.962 0.008 -0.007 0.004
Si 10.885 0.005 14.975 0.008 -0.001 0.007
Si 13.605 2.721 14.961 0.006 0.01 0.001
Si 10.88 5.419 14.948 -0.01 -0.007 -0.004
Si 13.612 8.154 14.959 0 0.006 0.004
Si 10.876 10.891 14.958 -0.008 0.004 -0.002
Si 13.592 13.626 14.962 0.005 0.009 -0.01
O 10.003 12.298 22.949 0.325 -0.231 0.136
O 13.546 10.952 22.214 0.099 -0.072 0.256
O 5.032 10.73 30.401 0.024 0.268 0.032
O 8.939 1.034 23.147 -0.009 0.154 0.273
O 2.622 5.306 21.906 -0.109 -0.111 0.319
O 5.403 -2.741 22.247 0.157 -0.192 0.602
O 4.672 1.743 23.107 -0.037 -0.092 0.341
O 13.831 10.761 33.819 0.158 0.054 -0.422
O 6.786 6.511 32.162 -0.024 -0.072 -0.177
O 6.627 3.532 22.998 0.295 -0.211 0.28
O 14.652 -1.015 32.884 0.006 -0.201 -0.464
O 9.349 -1.51 23.404 0.203 0.151 -0.5
O 10.32 -0.753 29.904 -0.59 -0.02 0.155
O 2.85 5.441 33.616 0.131 0.134 -0.512
O 14.245 6.609 22.774 -0.499 0.121 0.222
O 4.275 1.987 26.964 -0.224 -0.225 -0.45
O 4.389 4.073 24.211 -0.318 -0.221 0.283
O 15.601 8.861 33.243 -0.006 -0.221 0.071
O 5.844 2.837 30.551 0.422 -0.48 -0.235
O 3.708 11.69 23.014 0.101 -0.26 0.444
O 11.709 9.261 23.07 -0.185 0.162 0.381
O 15.229 7.649 27.805 -0.039 0.19 0.184
O 14.83 3.475 30.058 0.092 0.343 0.401
O 5.54 -2.704 33.682 -0.211 -0.001 -0.297
O 2.747 0.068 22.304 0.016 -0.054 0.332
O 12.795 0.849 33.265 -0.199 -0.075 -0.106
O 8.15 10.674 22.081 -0.089 0.128 0.458
O 18.216 -4.284 33.025 0.311 -0.453 -0.28
O 16.308 8.156 22.177 -0.182 -0.245 0.453
O 6.929 -0.714 22.974 -0.408 0.154 0.151
O 9.198 4.523 32.975 -0.476 0.348 0.072
O 9.065 9.764 32.763 0.146 -0.149 -0.407
O 2.61 -3.623 26.96 -0.145 0.114 -0.248
O 13.812 5.593 25.11 0.363 -0.129 0.365
O 5.113 8.614 25.278 -0.46 0.174 -0.178
O 3.712 9.773 32.463 -0.292 0.068 -0.092
O 17.69 12.409 23.966 0.26 0.247 0.189
O 8.163 -3.427 24.715 -0.21 0.495 0.263
O 4.171 6.605 23.334 0.103 0.299 0.384
O 12.612 -0.687 31.23 0.284 -0.171 -0.605
O 16.372 2.73 33.715 0.186 0.053 -0.629
O 9.686 -4.353 31.59 -0.19 0.541 -0.18
O 17.623 7.295 32.687 0.287 0.251 -0.572
O 14.657 1.131 28.909 -0.19 -0.747 0.169
O 7.283 -1.744 27.517 0.367 0.018 0.361
O 8.158 5.507 22.199 -0.162 -0.106 0.237
O 14.535 4.404 32.836 -0.108 -0.268 -0.346
O 6.635 1.954 32.86 0.178 -0.017 -0.505
O 12.162 8.184 30.884 -0.134 0.268 0.284
O 10.346 -1.385 32.517 0.025 -0.382 -0.294
O 10.519 6.215 31.456 -0.16 0.619 0.582
O 11.056 8.208 33.733 -0.04 -0.056 -0.445
O 12.58 4.51 23.057 -0.217 0.042 0.293
O 10.215 8.839 25.246 0.425 0.127 0.337
O 15.27 6.708 31.752 0.288 -0.195 -0.661
O 10.759 -2.811 25.15 -0.085 -0.021 0.774
O 4.635 3.706 32.755 0.166 0.36 -0.33
O 16.259 -4.902 31.355 -0.279 0.309 0.425
O 16.145 5.461 28.958 0.344 -0.153 0.47
O 16.823 5.817 26.563 -0.244 0.224 -0.399
O 17.482 -2.652 31.05 -0.521 0.278 0.168
O 9.678 7.57 22.927 -0.227 0.311 0.333
O 18.038 9.947 23.044 0.299 -0.118 0.19
O 7.679 8.497 25.003 0.096 -0.487 -0.223
O 6.376 -3.998 26.471 -0.556 -0.351 -0.275
O 3.862 3.586 28.999 -0.511 0.05 0.35
O 16.715 3.462 25.141 -0.238 -0.161 0.491
O 13.893 1.221 26.48 -0.058 0.42 -0.454
O 17.476 3.25 22.677 0.289 -0.327 0.195
O 8.371 0.101 33.53 0.07 0.204 -0.479
O 3.202 8.857 29.972 -0.061 -0.453 0.125
O 16.429 -2.647 33.896 -0.111 0.001 -0.496
O 17.136 -0.75 29.088 -0.813 -0.145 0.05
O 11.663 5.613 26.574 -0.66 -0.165 -0.064
O 6.242 3.353 27.954 0.405 0.394 0.056
O 16.476 0.732 27.004 -0.005 -0.123 -0.397
O 8.531 10.714 26.114 0.473 0.434 0.218
O 2.425 -0.905 27.083 0.02 0.179 -0.437
O 2.583 -0.366 30.837 -0.009 0.226 -0.323
O 13.351 -3.005 25.264 -0.08 -0.42 -0.259
O 2.816 10.703 25.297 0.382 -0.443 0.14
O 7.66 10.657 30.616 0.045 -0.336 -0.139
O 6.578 9.742 28.502 -0.065 0.215 -0.477
O 7.382 7.478 29.72 0.271 0.161 0.08
O 15.304 -3.515 22.993 -0.103 0.133 0.286
O 12.045 -4.15 32.704 0.174 0.127 -0.293
O 15.163 4.273 23.225 0.123 0.152 -0.481
O 14.567 9.957 26.704 -0.349 0.198 -0.648
O 15.457 3.189 27.552 0.289 0.343 -0.402
O 15.898 -2.423 25.313 0.185 0.436 0.375
O 10.442 3.633 30.859 0.262 -0.384 0.383
O 6.168 2.453 25.299 0.567 -0.132 0.027
O 18.156 0.973 32.915 -0.22 0.119 -0.298
O 13.73 -0.026 22.28 0.179 -0.176 0.123
O 13.07 7.844 26.354 -0.266 0.154 -0.036
O 6.737 0.85 27.297 0.057 0.056 0.324
O 13.042 5.622 30.945 -0.076 -0.289 -0.145
O 16.857 11.162 26.502 -0.163 0.159 -0.256
O 11.745 6.946 24.313 -0.011 -0.407 -0.296
O 17.746 7.61 28.38 -0.063 -0.078 0.359
O 14.119 -1.303 27.07 0.475 -0.018 0.301
O 6.243 8.854 22.797 -0.49 -0.254 -0.025
O 15.469 1.715 23.293 -0.176 -0.193 0.426
O 11.899 0.035 27.89 0.288 -0.125 0.218
O 14.823 -3.794 27.337 -0.072 0.08 0.384
O 3.811 7.967 27.515 -0.024 -0.14 0.199
O 6.479 10.776 24.471 -0.51 0.238 -0.192
O 2.454 10.128 27.861 0.229 0.154 0.349
O 4.772 -2.231 27.488 -0.047 0.378 -0.346
O 11.412 3.8 28.416 -0.147 -0.078 -0.52
O 14.154 9.957 30.848 -0.078 0.229 0.607
O 11.05 2.775 33.798 -0.006 0.145 -0.579
O 11.506 -2.907 30.555 0.325 0.035 -0.696
O 2.894 -2.365 29.213 0.397 -0.346 0.355
O 18.808 11.3 30.66 -0.05 0.105 -0.551
O 2.268 5.344 24.824 -0.336 0.129 -0.309
O 15.842 10.615 28.897 0.045 0.16 0.154
O 5.511 8.253 33.54 -0.064 0.2 -0.378
O 11.553 6.386 29.022 -0.16 0.262 -0.429
O 17.114 -1.543 23.125 0.121 0.336 0.174
O 7.373 -4.474 32.871 0.008 0.057 -0.344
O 11.737 10.744 30.404 -0.297 -0.037 -0.374
O 13.132 6.58 33.282 0.06 -0.104 -0.245
O 14.577 1.152 31.451 0.715 -0.049 0.317
O 10.198 1.679 29.124 -0.458 0.191 -0.078
O 13.073 9.109 28.641 -0.164 0.111 -0.036
O 8.662 8.47 27.485 0.364 -0.006 0.085
O 9.26 -0.119 27.549 0.046 0.02 -0.135
O 10.813 2.736 22.292 0.008 0.111 0.359
O 8.298 5.131 30.563 0.088 -0.477 -0.567
O 5.822 5.324 29.823 -0.426 0.187 -0.034
O 13.699 5.045 28.163 0.269 0.427 -0.345
O 12.17 -1.939 23.122 -0.036 -0.524 -0.028
O 4.284 1.249 31.95 -0.054 -0.235 -0.138
O 18.536 3.758 26.978 0.081 0.054 -0.008
O 6.419 -3.878 28.995 -0.128 0.154 0.357
O 6.313 7.385 27.337 0.231 -0.424 -0.042
O 12.543 2.196 30.197 -0.236 -0.343 0.201
O 16.512 8.847 30.8 0.235 -0.212 -0.461
O 12.255 -0.599 25.381 -0.322 0.391 -0.243
O 3.604 -1.014 33.079 -0.346 -0.006 -0.05
O 4.588 6.1 25.855 0.415 -0.253 0.212
O 7.984 -0.283 25.315 -0.273 0.175 0.212
O 18.522 1.482 28.378 -0.194 -0.058 0.58

Results
total energy: -101656.176 eV
total energy less fixed offsets of O -438.35, Si -107.03 eV per atom: -2.976 eV
